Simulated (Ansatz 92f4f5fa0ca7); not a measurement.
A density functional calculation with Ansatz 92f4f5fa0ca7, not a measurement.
Periodic cell of 225 atoms, Si132O91B2, from a study of silicon, its oxide and their interface. The atomic structure is a simulated model.
Doubt: the cutoff is far below the 930 eV that the study's wrapper takes by default for these files, so forces and energies are approximate.
This geometry differs little from another in the collection (a relaxation step or a small displacement).

Settings
functional: PBE
potential files: Ansatz PAW
basis: plane waves
wave-function cutoff: 580 eV
density cutoff ratio: 5
exchange-correlation grid ratio: 1
k mesh: 1 x 1 x 1, Gamma-centred
self-consistency stop: 5e-08 eV per atom in the density residual
occupations: fixed
spin: none
net charge: 0

Cell vectors (angstrom)
a	10.938	0	0
b	0	10.938	0
c	0	0	31.9494

Atoms and the computed forces on them: element, x, y, z (angstrom), force x, y, z (eV/angstrom)
B	11.0469	-0.5244	24.5998	0.0721	0.105	0.0044
Si	5.1533	0.223	24.6869	-0.0222	-0.0188	0.0208
Si	2.7802	2.2463	24.5558	0.0071	0.0272	0.0206
B	8.1017	3.0133	24.8166	0.0372	-0.0454	0.0345
Si	10.6751	5.5704	24.366	0.0412	0.0196	0.0055
Si	5.1268	5.5901	24.5082	0.004	-0.0076	-0.0902
Si	3.0256	7.9788	24.4616	0.009	0.0024	-0.0211
Si	8.4466	7.86	24.4348	-0.0376	-0.0218	-0.0118
Si	1.2135	0.9646	25.7259	-0.0334	-0.0433	-0.018
Si	6.9083	1.5129	25.6857	-0.0213	-0.01	-0.0012
Si	3.9403	3.9843	25.7824	0.0135	-0.0182	-0.0067
Si	9.5913	3.9686	25.8196	0.0129	-0.0023	0.0077
Si	1.3282	6.8045	25.6873	-0.0171	0.0084	-0.0092
Si	6.8275	6.7159	25.7614	0.0118	-0.0121	0.0015
Si	4.0662	9.5234	25.9685	-0.0097	0.0091	-0.0086
Si	9.577	9.5296	25.7144	-0.0512	-0.0247	0.019
Si	2.6357	-0.1223	27.2757	0.0097	0.0002	0.0117
Si	8.1869	0.0083	27.0629	0.0008	0.0096	-0.0019
Si	0.0372	2.57	27.1136	0.0154	0.0035	-0.0018
Si	5.448	2.7308	27.1437	-0.019	-0.002	0.0083
Si	2.6493	5.4262	27.1306	-0.01	-0.0093	0.0061
Si	8.2045	5.3798	27.1705	-0.0022	0.018	0.0032
Si	-0.008	8.1715	27.134	0.0159	-0.0354	0.0125
Si	5.5263	8.1385	27.1804	-0.0004	0.0161	0.0102
Si	4.0777	1.3307	28.5072	0.0004	-0.0029	0
Si	9.543	1.3236	28.5069	0.0026	-0.0003	0.0046
Si	1.342	4.0237	28.5035	-0.0053	0.0083	0.0081
Si	6.8074	4.0727	28.5454	-0.0004	-0.0051	-0.0027
Si	4.0833	6.7856	28.4965	0.0015	0.0047	0.0167
Si	9.5575	6.7997	28.505	-0.0092	0.0079	-0.0041
Si	1.3003	9.4818	28.6159	0.0054	0.0206	-0.0205
Si	6.8609	9.5718	28.4988	-0.0036	-0.0128	0.0065
Si	-0.0248	-0.0076	29.9131	-0.0008	0.0027	0.0122
Si	5.4731	-0.0121	29.8804	-0.0041	0.0124	-0.0065
Si	2.747	2.7241	29.8914	0.0073	-0.0124	-0.0062
Si	8.2002	2.7196	29.8894	0.0006	0.0009	0.0095
Si	0.0004	5.4409	29.8785	0.0082	0.0042	-0.0059
Si	5.4599	5.4618	29.898	0.0011	0.0034	0.0082
Si	2.7501	8.1654	29.9082	0.0068	-0.01	0.0068
Si	8.2157	8.2019	29.8826	0.0074	-0.0089	-0.0078
Si	1.3673	1.3673	31.2657	0.0782	0.0402	-0.1009
Si	6.8362	1.3673	31.2657	0.0306	-0.0514	-0.0792
Si	4.1018	4.1018	31.2657	-0.0315	-0.0637	0.0102
Si	9.5708	4.1018	31.2657	-0.0876	-0.1011	-0.0921
Si	1.3673	6.8362	31.2657	0.0419	-0.2743	-0.0486
Si	6.8362	6.8362	31.2657	0.0421	0.1031	-0.1591
Si	4.1018	9.5708	31.2657	0.0711	-0.0624	-0.1013
Si	9.5708	9.5708	31.2657	-0.1496	-0.1163	0.1287
Si	2.7345	0	0.6835	0.0219	0.0897	0.0385
Si	8.2035	0	0.6835	-0.0356	0.0458	-0.0691
Si	0	2.7345	0.6835	0.0593	0.0938	0.0719
Si	5.469	2.7345	0.6835	-0.037	0.0586	0.1067
Si	2.7345	5.469	0.6835	-0.063	-0.0082	-0.0072
Si	8.2035	5.469	0.6835	0.0245	0.1216	-0.001
Si	0	8.2035	0.6835	-0.012	0.0658	0.1342
Si	5.469	8.2035	0.6835	0.0362	0.1126	0.1206
Si	4.0976	1.3784	2.0668	-0.0013	-0.0014	0.0018
Si	9.592	1.3523	2.0467	0.005	-0.003	-0.004
Si	1.3534	4.1358	2.0589	-0.0049	0.0039	0.0001
Si	6.8249	4.1355	2.0477	-0.0083	0.0058	-0.0042
Si	4.0889	6.8474	2.0482	0.0002	0.0016	-0.0021
Si	9.5741	6.8393	2.0675	0.0022	0	0.0008
Si	1.3633	9.5986	2.0586	-0.0046	-0.0008	-0.0034
Si	6.8287	9.6115	2.0507	-0.0094	0.0023	-0.0009
Si	0.0309	0.0349	3.4758	-0.0015	-0.0005	-0.0049
Si	5.4851	0.0404	3.4574	0.0026	0.0018	-0.0051
Si	2.7184	2.7727	3.409	0.0082	-0.0014	0.0023
Si	8.2532	2.7823	3.3467	-0.0057	-0.0048	0.0153
Si	0.0295	5.5182	3.4796	-0.0032	-0.0033	-0.0076
Si	5.4725	5.5265	3.433	0.0043	-0.0046	-0.0003
Si	2.738	8.241	3.4055	0.0035	-0.0014	0.0054
Si	8.243	8.287	3.3905	-0.0027	-0.0126	0.0053
Si	1.3788	1.4549	4.8497	0.0044	0.0013	0.0048
Si	6.9111	1.4757	4.7371	0.0047	0.0061	-0.0025
Si	4.0638	4.1544	4.768	-0.001	-0.0027	0.0001
Si	9.5995	4.0836	4.7862	-0.0004	0.0005	0
Si	1.3687	6.9728	4.8511	0.0066	0.003	0.004
Si	6.8422	6.9873	4.7362	0.0031	0.006	-0.0017
Si	4.0959	9.577	4.7974	-0.0019	-0.0039	0.0017
Si	9.624	9.578	4.8469	0.0014	0.002	0.005
Si	2.7602	0.0389	6.1487	-0.0028	-0.0014	0.0008
Si	8.2976	0.1195	6.1007	-0.0007	0.0014	-0.0004
Si	0.0181	2.799	6.3099	-0.0018	-0.0017	0.0009
Si	5.5171	2.8385	6.0837	0.0009	0.0011	0.0002
Si	2.7563	5.5928	6.1501	-0.0012	-0.0006	0.0002
Si	8.2555	5.5987	5.9687	0.0003	0.0005	0.0013
Si	0.0511	8.3061	6.3815	-0.0019	-0.0009	0.0014
Si	5.5009	8.3013	6.228	-0.0004	-0.0012	0.0001
Si	4.4259	1.1832	7.3414	0.0027	-0.0008	-0.0055
Si	9.8137	1.1524	7.6297	0.0001	-0.0011	-0.0062
Si	1.1813	4.5002	7.5146	0.0007	0.0034	-0.0025
Si	6.6461	4.5441	7.2631	-0.0045	-0.0011	-0.0097
Si	4.3265	6.7081	7.5527	0.0008	-0.0005	-0.0063
Si	9.7322	6.6131	7.5139	0.0011	-0.0005	-0.0063
Si	1.2844	9.943	7.7146	0.0002	0.0011	-0.0044
Si	6.7231	9.9628	7.4195	-0.0026	0	-0.0039
O	4.1122	6.8058	24.029	0.0069	-0.004	0.0512
O	4.0275	1.2696	24.0433	0.0069	-0.0118	-0.0337
O	9.5437	6.7136	23.9102	-0.0016	-0.001	-0.0188
O	-0.024	5.5421	8.027	0.0012	0.0007	0.0038
O	5.5724	0.1228	7.9189	0.0007	0.0009	0.0051
O	0.0749	0.0926	8.1573	0.0011	0.0003	0.0041
O	5.5353	5.6132	7.8928	0.0008	0.0006	0.0075
O	7.6055	3.9698	8.4577	-0.0007	0.0018	0.002
O	8.734	7.0484	8.7793	-0.0003	-0.0003	0.0022
O	2.1852	9.4604	9.0556	-0.0009	0.0001	0.0011
O	8.8966	1.6829	8.932	-0.0004	0.0003	0.0025
O	7.6152	9.468	8.7221	-0.0002	0.0004	0.0022
O	3.6174	1.8187	8.6209	-0.0007	0.0005	0.0033
O	3.5928	7.2296	8.9623	-0.0006	0.0002	0.0039
O	2.0677	4.0031	8.828	-0.0009	-0.0003	0.0018
O	7.9359	3.6573	23.6361	-0.0009	0.072	0.0257
O	0.4153	4.9263	22.9721	-0.0108	0.0021	0.0038
O	1.9085	2.759	23.2582	-0.0018	-0.0045	-0.0035
O	5.6605	4.9075	23.0905	-0.0009	0.0102	0.0249
O	5.5908	10.0672	23.5362	0.0137	-0.0056	-0.011
O	2.5917	8.6527	23.0012	-0.0059	0.0006	-0.0005
O	0.3682	9.9007	23.3641	0.0003	-0.0303	-0.0009
O	7.7844	8.5468	23.0726	0.0172	-0.0047	0.0139
Si	8.6533	7.6815	18.5181	-0.0004	-0.0025	-0.0016
Si	8.7896	6.3504	13.6625	0.0005	-0.0007	-0.0031
Si	3.8029	1.5301	14.7686	-0.0001	-0.0003	-0.0027
Si	2.1294	5.7267	17.6718	0.0002	0.0001	-0.0022
Si	2.3806	3.1155	19.5251	0.0003	-0.0001	-0.002
Si	9.8146	9.0232	12.1075	-0.0002	-0.0002	-0.0033
Si	1.4055	9.3648	22.1597	0.0097	-0.0119	-0.0089
Si	9.178	0.9535	13.2396	0.0003	-0.0006	-0.0028
Si	1.4292	5.0462	13.066	-0.0007	-0.0003	-0.0029
Si	1.7976	8.2484	12.8434	0.0004	-0.0003	-0.0034
Si	6.6797	9.5704	22.454	-0.0086	0.0061	-0.0018
Si	4.5298	4.5916	15.755	0.0006	-0.0002	-0.0023
Si	8.2153	3.0202	9.6037	0.0008	-0.0003	-0.0021
Si	0.84	8.2112	19.344	0.0001	-0.0007	-0.004
Si	6.9697	1.3395	21.1408	-0.0094	-0.0056	-0.0034
Si	8.2268	8.3119	9.6933	-0.0001	0.0005	-0.0033
Si	10.8896	5.2009	15.6462	0.0008	-0.0012	-0.0017
Si	7.5764	9.4801	16.3721	-0.0001	-0.0013	-0.0025
Si	9.9172	2.0553	20.3394	0.0037	0.0008	-0.0016
Si	3.2207	8.5138	9.9378	0.0015	-0.0005	-0.0033
Si	6.6842	3.352	17.4911	-0.0003	0.0001	0.0009
Si	1.1265	0.1852	19.8737	-0.0021	0.0002	-0.0061
Si	3.2427	2.8087	12.3265	0.0001	-0.0003	-0.0029
Si	7.2033	5.3866	19.7825	-0.0038	-0.0001	0.0019
Si	5.7526	8.6586	11.5781	-0.0003	-0.0001	-0.0033
Si	5.7902	6.0616	13.238	-0.0004	-0.0005	-0.0029
Si	4.6377	9.6893	17.6693	0.0001	-0.001	-0.001
Si	0.9857	3.5866	22.2147	0	-0.0023	-0.0065
Si	4.8843	1.4704	18.8692	0.0003	-0.0012	-0.002
Si	3.1988	3.0799	9.5412	0.0012	0.0001	-0.0036
Si	6.4594	10.7992	13.8388	0.0004	-0.0006	-0.0028
Si	10.3518	0.1111	16.017	0.0001	-0.0004	-0.003
Si	5.6663	3.6513	11.1808	-0.0005	0.0003	-0.0035
Si	9.8439	3.8863	11.9408	-0.0001	-0.0001	-0.0031
Si	2.3464	9.9171	15.5828	0.0005	-0.0003	-0.0027
Si	6.0664	8.1246	19.8637	-0.0007	-0.0052	0.0001
Si	6.8324	3.9879	22.4605	-0.0342	0.0316	-0.029
Si	9.7575	2.7808	17.4199	-0.0007	0.0001	-0.0028
O	7.2008	6.3687	14.0107	-0.0002	-0.0004	0.0024
O	1.8746	7.025	18.7448	-0.0005	-0.0006	0.0013
O	10.2808	4.0302	16.5586	0.0012	0.0013	0.0008
O	6.1734	9.9451	17.1069	0.0002	-0.0004	0.0021
O	10.1541	0.6925	14.5117	-0.0004	0	0.0014
O	8.4341	6.1031	18.9544	0.0013	0.0002	-0.0004
O	5.1774	0.6696	14.4742	0.0004	-0.0004	0.0025
O	5.7156	2.0521	17.6017	0.0002	-0.0004	0.0009
O	8.3239	1.9753	20.5472	0.0025	0.0001	0.0051
O	1.9815	4.2617	18.4166	-0.0001	-0.0007	0.0017
O	6.9692	2.8008	10.661	0.0001	-0.0004	0.0018
O	4.8778	2.6974	12.244	0.0002	-0.0001	0.0023
O	6.0237	4.3885	16.4165	-0.0007	0.0005	0.0011
O	4.5641	3.9198	9.969	-0.0006	-0.0003	0.0018
O	10.6419	2.7268	21.645	-0.0012	0.0004	0.0029
O	9.7285	6.1569	14.999	-0.0007	0.0002	0.0017
O	6.0059	6.4892	19.9532	0.0008	0.0031	-0.0009
O	4.0878	0.1504	18.3367	0.0005	-0.0012	0.0016
O	9.2627	10.5457	12.3127	0	-0.0007	0.0021
O	2.8611	4.3499	12.7454	0.0002	-0.0006	0.0021
O	1.8329	10.7087	21.3122	-0.0013	0.0012	0.0031
O	3.962	2.6989	19.4443	-0.001	-0.0002	0.0015
O	0.7365	10.0412	16.0157	0.0003	-0.0002	0.0025
O	1.2685	9.7724	18.9246	0.0007	-0.0004	0.0034
O	1.6913	1.6247	19.3275	-0.0003	-0.0005	0.002
O	8.9475	10.3726	16.5438	0.0004	0.0002	0.0025
O	4.8738	8.5535	18.8278	-0.0006	0.0019	0
O	9.5696	8.7539	10.5148	-0.0003	-0.0002	0.0018
O	6.7143	4.0952	18.9394	-0.0002	-0.0016	-0.0028
O	2.8538	1.7127	13.4391	-0.0001	-0.0002	0.0016
O	5.8063	8.8222	21.302	0.0025	-0.0001	0.0012
O	2.5464	2.448	10.9032	-0.0004	-0.0005	0.002
O	7.5939	4.8142	21.2711	0.0049	0.0048	-0.0094
O	5.2147	7.4662	12.5888	0.0002	0	0.0024
O	0.4321	9.0569	12.529	-0.0002	-0.0004	0.0023
O	7.5884	1.0391	13.6295	0.0001	-0.0001	0.0024
O	7.113	9.6137	14.7997	-0.0001	0.0005	0.0015
O	8.9804	5.0203	12.7312	0	-0.0007	0.0024
O	8.1017	8.0212	16.9833	-0.0003	0.0006	0.0012
O	6.2527	2.5295	22.0123	-0.0145	-0.0399	-0.013
O	2.4533	9.0616	14.1459	-0.0002	-0.0007	0.0018
O	0.4286	4.4744	11.9093	0	-0.0005	0.0028
O	0.8289	8.288	21.0223	-0.0014	0.0002	0.003
O	9.3949	3.8183	10.3837	-0.0003	-0.0005	0.0018
O	9.6555	2.3756	12.5743	0.0001	0	0.0023
O	7.6141	8.5559	19.4564	0.0005	0.0005	0.0015
O	2.5527	8.1698	11.3927	-0.0003	-0.0004	0.002
O	3.9914	3.0467	15.4164	-0.0004	-0.0011	0.0017
O	0.8472	4.4892	14.4848	0.0002	0.0002	0.0023
O	10.0878	3.003	19.0095	-0.0002	-0.0012	0.0029
O	9.1451	7.7941	12.9719	0.0001	0	0.0019
O	10.4721	0.5223	20.1212	0.0014	-0.0005	0.0044
O	6.0347	5.0316	11.9726	0.0003	-0.0007	0.0015
O	8.1497	2.7576	17.1088	0.0003	-0.0009	0.0017
O	3.5275	5.4705	16.7686	0.0012	-0.0009	0.0013
O	4.6696	9.1309	10.4259	-0.0007	-0.0004	0.002
O	1.5403	6.6683	13.2094	-0.0001	-0.0004	0.0021
O	4.7719	5.4791	14.3904	0.0005	0.0002	0.0017
O	1.9696	3.8439	20.9299	-0.0028	-0.0011	0.0029
O	10.5367	1.4076	16.996	0.0002	-0.001	0.0016
O	0.9378	6.0676	16.6054	-0.0014	-0.0013	0.0007
O	7.4226	10.9366	21.9419	0.0006	-0.005	0.0051
O	5.9051	0.9119	20.0036	0.0011	-0.0019	-0.0005
O	6.0813	10.0092	12.4518	-0.0002	-0.0008	0.0019
O	2.8513	0.5393	15.6371	0	0	0.0018
O	7.0538	8.0069	10.8015	0.0002	-0.0004	0.002
O	10.2399	7.9886	18.7804	0.0006	0	0.0026
O	3.4492	9.1918	16.6176	-0.0007	-0.0007	0.0017

Results
free energy: -135978.373 eV
free energy less fixed offsets of B -154.04, O -568.88, Si -635.61 eV per atom: -1.693 eV

The program warned: the cutoff lies below the one the program advises for these potential files; the exchange-correlation potential is rough where the density is thin.
